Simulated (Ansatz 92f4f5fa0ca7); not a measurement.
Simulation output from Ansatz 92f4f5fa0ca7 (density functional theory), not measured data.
Periodic cell of 189 atoms, Si117O72, from a study of silicon, its oxide and their interface. The atomic structure is a simulated model.

Settings: functional PBE; potential files Ansatz PAW; basis plane waves; wave-function cutoff 700 eV; density cutoff ratio 5; exchange-correlation grid ratio 2; k mesh 2 x 2 x 1, shifted by 0.5 0.5 0.5 of a step; self-consistency stop 5e-08 eV per atom in the density residual; occupations Fermi-Dirac, 0.05 eV; spin none; net charge 0.

Cell vectors (angstrom)
a 11.6161 -0.1802 0.0274
b 0.0713 11.5032 0.1505
c 0.0163 -1.808 25.1824

Atoms and the computed forces on them: element, x, y, z (angstrom), force x, y, z (eV/angstrom)
Si 12.3495 6.2831 -0.0929 1.602 -1.179 -0.8776
Si 12.248 -1.1377 -0.1545 0.8939 0.5669 3.2469
Si 12.2161 2.0544 0.0404 0.147 2.35 1.084
Si 4.593 6.399 0.4697 -0.8955 0.3605 -0.1793
Si 4.5481 -2.0651 -0.1225 0.2372 -0.1047 -2.2546
Si 4.7151 3.3286 -0.3628 0.3695 0.2535 0.8067
Si 8.4943 6.4526 0.0275 -1.9948 -2.7878 0.6032
Si 8.2235 -1.1111 -0.2241 -1.6832 -1.2934 0.0185
Si 8.5912 2.09 -0.0658 -0.8345 -0.3479 1.7374
Si 2.5225 6.3881 1.5499 0.0086 -0.2365 -0.6097
Si 2.6917 -1.3825 1.1025 -0.9191 0.636 -0.434
Si 2.7824 2.6734 1.0538 -0.5525 0.156 -0.1701
Si 6.6443 6.5001 1.5069 0.1591 -1.408 -0.7043
Si 6.3221 -1.5221 1.3004 1.1025 0.6453 -0.6321
Si 6.5587 2.6313 1.1428 -0.2293 -0.2477 -0.8162
Si 10.4157 5.9685 1.2117 0.1365 -0.8812 1.2501
Si 10.222 -1.5205 1.079 0.1889 -0.1557 0.0426
Si 10.3433 2.344 1.4997 0.2696 0.4579 -0.3977
Si 2.6171 8.3386 2.7372 0.2738 0.0767 0.7231
Si 2.7708 0.6261 2.4484 0.1334 -0.281 0.1307
Si 2.614 4.4236 2.7654 0.0194 -0.4179 -0.9351
Si 6.5628 8.2163 2.8593 0.0356 0.8177 2.0824
Si 6.4139 0.555 2.5041 -0.2854 0.0678 0.3798
Si 6.5216 4.4126 2.6491 0.4578 0.4188 0.5919
Si 10.4998 7.9983 2.6367 -1.2593 0.2274 -0.8291
Si 10.262 0.3569 2.6539 0.8017 -0.7248 0.2786
Si 10.3591 4.2425 2.8641 0.2417 0.2461 -0.6708
Si 12.2917 8.0891 4.0634 0.661 0.4041 0.6445
Si 12.4175 0.2696 3.8966 -0.7263 1.2596 -0.0056
Si 12.3703 4.2458 4.1224 -0.7366 0.1951 0.3747
Si 4.5345 8.2153 4.1802 0.2645 0.4245 -0.4651
Si 4.5746 0.5255 4.0838 -0.1237 0.2115 -1.3914
Si 4.5614 4.3925 4.0398 0.368 0.5159 -0.2612
Si 8.5825 8.126 4.1507 -0.1535 0.3505 -0.9002
Si 8.3304 0.4574 4.0025 0.0107 -0.461 -0.2402
Si 8.4164 4.3605 4.1458 -0.3204 -0.8244 0.1297
Si 12.3742 6.2245 5.4882 0.1096 -0.2638 0.0095
Si 12.2584 -1.531 5.3939 0.4577 -0.4758 -0.5473
Si 12.2805 2.3136 5.3659 0.6917 -1.0476 0.2854
Si 4.5363 6.291 5.4751 0.1752 -0.0269 0.6037
Si 4.5283 -1.3667 5.445 0.2466 -0.8595 0.0393
Si 4.5651 2.478 5.3036 0.3432 -0.1831 0.9918
Si 8.5042 6.2742 5.478 -0.2026 -0.3112 1.1522
Si 8.3881 -1.5035 5.399 1.3232 0.1386 -0.558
Si 8.4201 2.2801 5.4641 0.1624 1.0906 -0.4234
Si 2.643 6.3872 6.9399 0.0343 -0.4599 -0.8416
Si 2.5554 -1.4529 6.7648 0.1887 0.568 0.1734
Si 2.7097 2.5121 6.7558 -0.9496 -0.3486 -0.2418
Si 6.5008 6.2738 6.8763 0.2709 1.1591 -0.6514
Si 6.5734 -1.5494 6.7289 -1.5693 0.4859 0.8069
Si 6.4892 2.4199 6.756 -0.5739 -0.1774 -0.6535
Si 10.4764 6.2154 6.8818 -0.3371 0.0878 0.038
Si 10.3985 -1.524 6.7684 -0.5789 -0.0471 0.0446
Si 10.3833 2.2993 6.7862 0.3696 -0.0148 -0.2565
Si 2.6932 8.1987 8.3777 0.2031 0.0534 1.2046
Si 2.5873 0.5235 8.0998 0.6051 0.0173 -0.6733
Si 2.6583 4.4126 8.1751 0.6423 0.0665 -0.4152
Si 6.5166 8.1783 8.4625 0.2161 -0.5354 -0.6475
Si 6.4545 0.4613 8.0064 0.3478 -0.5433 0.4395
Si 6.5248 4.3426 8.0273 0.0647 -0.4993 1.2474
Si 10.5161 8.1062 8.4102 -0.5821 -0.3677 0.0793
Si 10.3935 0.3607 8.1036 -0.0242 0.2969 0.0686
Si 10.5445 4.2305 8.1477 -0.5606 0.1639 -0.148
Si 12.3829 7.9438 9.9228 0.3589 0.9136 0.2395
Si 12.3165 0.3898 9.4406 -0.2635 -0.9579 0.4883
Si 12.4442 4.2513 9.5638 -0.4989 1.3048 -0.1467
Si 4.6818 8.1463 9.9318 -1.0338 0.7861 0.0601
Si 4.5544 0.4627 9.4258 -0.2995 -0.1438 -1.2155
Si 4.6135 4.4319 9.5002 0.3191 1.0769 -0.654
Si 8.4628 8.1207 9.7847 0.8194 0.052 0.2567
Si 8.4262 0.4251 9.3789 -0.3375 -0.7633 -0.5209
Si 8.5063 4.1746 9.3684 0.0477 1.2872 -1.841
Si 12.4994 5.9601 11.3101 0.2401 -0.4779 0.0714
Si 12.3103 -1.4076 11.1404 -0.7186 0.2992 -0.4963
Si 12.386 2.333 10.6618 -1.013 -1.0439 0.3369
Si 4.7564 6.1463 11.2626 0.2318 -0.6295 -0.29
Si 4.3772 -1.1567 11.03 1.0987 -0.9168 0.2516
Si 4.5662 2.4489 10.5202 0.7995 -0.237 1.3726
Si 8.583 5.9166 10.8302 -0.0024 0.027 0.2096
Si 8.384 -1.304 11.0008 -0.8247 -0.1316 -0.2232
Si 8.5393 2.3405 10.5699 0.3316 -0.6679 1.339
Si 2.9507 5.4781 12.6632 0.1345 0.5972 0.8018
Si 2.5754 -0.5016 12.3984 -0.8337 -2.5242 0.6224
Si 2.6414 2.4646 11.8249 1.5497 0.1572 2.6288
Si 6.8238 5.4373 12.3274 -0.2043 -0.2454 0.4063
Si 6.3806 -0.6359 12.2655 -0.0409 0.5798 -0.6595
Si 6.6241 2.4627 11.8468 -1.0611 -0.6317 0.8649
Si 10.4187 5.2676 12.2193 -0.3549 0.3544 1.287
Si 10.2038 -0.8636 12.3759 1.5784 2.1472 -1.9986
Si 10.4655 2.2701 11.9616 -0.6389 -1.6883 0.8838
Si 4.7878 2.2423 22.0279 -1.1106 1.9413 -1.0636
Si -1.2326 0.2814 22.8433 1.7278 -0.8539 -0.4154
Si 4.9453 5.3762 18.5024 0.1404 2.99 -2.8764
Si 6.5364 -1.0562 15.2052 -0.1541 -0.3152 1.6868
Si 11.9049 8.7557 19.2771 2.0306 -0.6547 3.6931
Si 9.6298 4.5228 21.3373 -1.0533 -0.1991 -2.9839
Si 4.5533 2.6947 19.0908 0.3068 -3.5522 1.0737
Si 2.6476 8.1804 17.4689 2.8516 8.4117 7.2143
Si 9.6125 4.7088 16.8435 3.6793 -0.8015 -2.9558
Si 4.7673 12.0196 17.0144 -0.2491 -1.9899 0.2952
Si 10.995 1.8821 20.7064 -0.2538 1.8608 -2.4654
Si 1.8502 3.5471 22.1547 -2.6762 -1.9319 0.2217
Si 2.4192 4.5319 19.5525 -4.6315 5.8519 1.3949
Si 8.7428 6.3478 14.4813 -2.5236 -0.8037 2.1987
Si 0.883 4.2703 16.9355 1.1938 1.3727 -0.9625
Si -1.9826 6.8704 19.1757 2.9231 -2.4673 -0.7713
Si 10.7287 2.0572 17.5247 -0.8099 -1.4549 2.1618
Si 3.2456 5.7652 15.8937 0.3499 -1.3086 -0.3372
Si 5.3589 -2.2802 17.6692 -0.0292 3.789 -0.2365
Si 10.5085 6.0887 23.6427 -1.3187 0.4903 -1.5992
Si -0.348 10.869 17.057 -0.8692 1.7095 2.2317
Si 7.0372 4.483 22.6399 -2.9004 0.562 -0.3377
Si 6.3689 -3.9554 22.6244 -1.3429 -0.2955 6.3873
Si 9.4312 9.3433 15.132 -2.3253 -1.1017 2.9817
Si 2.2903 10.8483 15.6992 2.4284 -2.2854 -1.6895
Si -0.2789 -2.5956 22.3674 1.8173 -0.1899 -4.3007
Si 6.8807 7.6238 19.7261 -2.0357 -0.193 1.7738
O 4.6339 5.007 -0.4294 0.1253 -0.4992 -0.0238
O 5.0244 2.9921 -1.98 0.0695 -1.1616 0.9992
O 3.534 5.686 19.2497 0.2367 0.0448 0.183
O 12.2318 0.5006 0.1962 0.2511 -2.8551 -0.2632
O 2.6821 1.0244 12.8092 0.0265 3.8903 -0.9778
O 8.1724 0.4963 -0.2083 0.3991 1.5113 -0.2805
O 1.1231 4.815 18.4991 0.9987 -0.9568 0.257
O 7.9545 4.7944 21.3817 2.847 -0.139 -0.9736
O 2.9872 3.1581 19.3122 2.3615 -4.7746 -0.9676
O 6.2452 7.8497 21.3209 0.4885 0.7585 -6.8409
O 3.2055 2.7555 22.2808 2.2291 -1.0197 -0.3341
O 0.9282 -2.8362 23.4313 0.4693 0.1116 -1.7516
O 7.5966 -1.5028 -1.7449 1.6839 0.6425 0.5651
O 5.7948 3.5248 22.0836 0.8454 0.6343 0.8879
O 9.2555 5.7522 17.9005 -1.1267 3.3534 3.0267
O 4.2369 7.8316 -0.3171 0.5026 -0.0637 0.2952
O 7.834 5.6593 -1.3213 0.75 -0.8471 1.4986
O 3.4345 5.9962 14.2192 -0.4728 0.2717 1.0163
O 9.7896 2.9651 20.8578 -0.4768 1.3003 0.7114
O 10.4199 3.6612 12.8691 0.0253 1.12 -0.5102
O 2.7936 3.8626 12.8799 -0.3186 -1.6277 -1.1882
O 6.1444 -1.4067 13.6909 -0.3242 -0.1815 -0.374
O 9.1016 5.9595 24.5868 2.3489 3.496 -2.003
O 2.3768 -1.1255 13.9267 -0.1106 -0.0936 1.0949
O 6.6272 3.8227 12.8603 0.1579 0.1573 -1.0523
O 11.1726 1.7191 19.102 -0.1556 0.4631 -1.0323
O 0.4452 2.7143 16.7418 0.7257 0.1693 0.0687
O 2.2922 4.4203 16.0264 -0.756 0.6045 0.8429
O 2.4203 7.0054 16.6764 -0.7781 -8.884 -6.0673
O 10.3515 0.7628 12.9196 -0.0391 0.6932 -1.4542
O 12.3214 2.3885 21.3763 2.1222 0.7203 1.5202
O 4.7942 1.8636 17.7188 -0.5298 0.4219 0.3691
O -1.2162 -1.4112 22.7967 -1.3729 3.1727 1.0519
O 8.7919 7.8022 15.2338 0.5948 0.6088 -0.3604
O 6.0313 11.8312 16.0012 0.3181 0.5041 -0.6298
O 6.4866 5.9704 23.0992 -0.0031 -1.8371 -0.0288
O 4.9635 1.77 20.4588 -0.6564 0.557 -0.9544
O 7.2814 6.2789 13.673 0.5223 0.0214 0.4463
O 1.3366 3.8368 23.663 -0.7777 0.8695 1.7468
O 0.8627 11.3553 16.0814 -2.0057 0.394 0.492
O 9.9879 6.2564 13.545 2.2853 -0.7967 -2.1018
O 8.7572 5.0087 15.5415 -1.0136 1.5305 -1.9713
O 10.1721 9.7008 13.7985 0.6837 -0.9276 0.3122
O 5.0141 -3.3775 23.4925 0.1619 -0.1261 0.6117
O 5.9295 -2.2249 16.1855 0.5638 -0.711 -1.4687
O 4.1934 -3.2485 17.899 -3.8181 -2.9712 -0.1774
O 6.1683 6.3624 18.9351 0.3633 0.6219 0.5437
O 6.5672 0.9938 12.7174 -0.0492 0.0209 -0.6329
O 9.5388 3.1975 17.3755 0.2389 -1.2338 0.3331
O -1.3399 5.7668 20.1985 -0.6717 -0.7855 1.0337
O 11.297 4.9782 16.3011 -1.7548 -0.3364 1.1711
O 5.4923 3.9492 18.8708 1.0475 -0.5411 0.595
O 8.2056 10.3824 15.4894 1.08 -0.0026 -0.6262
O 8.3932 -4.0874 19.7901 -1.9208 1.0603 0.2318
O 4.83 10.7474 18.0811 -0.0097 0.8901 -0.3796
O 6.458 -2.5181 18.793 1.6163 -0.427 0.8193
O -1.3131 12.2907 17.113 0.8601 -1.7508 -0.1626
O -0.8772 -3.5805 18.6833 -2.4651 -1.8333 -1.0879
O 3.4057 11.9334 16.0871 0.6736 0.7887 0.4924
O 4.6571 5.4239 16.7735 -0.8153 0.7262 0.876
O 1.8915 4.7879 21.1686 1.0685 1.2 -2.6173
O 10.4631 0.5246 21.2916 -0.7047 -1.9683 1.9632
O 11.8931 8.9921 20.9174 -0.3648 -0.6506 2.2814
O 10.4344 4.7523 22.696 0.1403 0.2857 1.091
O 0.1672 0.7978 23.6632 -1.079 -0.2077 -1.119
O 9.0898 2.5792 -1.5448 0.0352 -0.1537 -0.8379
O 13.3438 8.1915 18.8532 1.2807 -0.9931 -1.1022
O -1.136 -3.9447 22.408 -1.1293 -2.1771 1.4879
O 0.1436 10.3573 18.6656 -1.4677 4.1437 -4.5709
O 10.39 9.4966 16.4469 0.5561 -0.217 -0.2333
O 2.56 9.4846 16.5637 -0.4861 1.2155 -1.0499
O 11.8717 5.9554 24.4835 0.6079 0.4141 0.4171

Results
free energy: -115324.932 eV
free energy less fixed offsets of O -569.03, Si -635.61 eV per atom: 11.598 eV
pressure: 1.14 GPa
stress xx, yy, zz, yz, xz, xy (GPa, positive in tension): -0.93, -3.09, 0.6, 0.51, 0.64, -0.2

The program warned: the cutoff lies below the one the program advises for these potential files.
